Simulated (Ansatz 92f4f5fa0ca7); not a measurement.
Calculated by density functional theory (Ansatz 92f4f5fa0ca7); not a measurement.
Periodic cell of 153 atoms, Si99O54, from a study of silicon, its oxide and their interface. The atomic structure is a simulated model.

Settings: functional r2SCAN; potential files Ansatz norm-conserving; basis plane waves; wave-function cutoff 1300 eV; density cutoff ratio 4; exchange-correlation grid ratio 1; k mesh 2 x 2 x 1, shifted by 0.5 0.5 0.5 of a step; self-consistency stop 5e-08 eV per atom in the density residual; occupations Fermi-Dirac, 0.05 eV; spin none; net charge 0.

Cell vectors (angstrom)
a, 11.54, 0, 0
b, 0, 11.54, 0
c, 0, 0, 19.7614

Atoms and the computed forces on them: element, x, y, z (angstrom), force x, y, z (eV/angstrom)
Si, -0.0255, -0.0457, -0.1125, -0.1482, -0.4637, 0.2964
Si, 0.632, 2.1669, -0.7832, -0.0062, -0.0756, -0.7345
Si, 0.0799, 6.1599, -0.4769, 0.4111, 0.6347, -0.4315
Si, 3.5947, -1.4899, -0.4001, 0.1201, 0.0517, -0.5377
Si, 4.4513, 3.2887, -0.403, -0.1216, -0.5351, -0.056
Si, 3.7078, 6.8828, -0.5491, -0.4801, 0.3509, 0.0429
Si, 7.6117, -0.2286, -0.2781, 0.4758, -0.5174, -0.3837
Si, 8.5115, 4.0157, -0.8182, 0.8713, -0.4865, -0.2732
Si, 7.5822, 6.0984, -1.1442, 0.2741, 0.6811, -0.1188
Si, 1.9172, -0.8423, 1.0756, -0.0139, 0.4543, 0.8502
Si, 2.2776, 3.3265, 0.4393, 0.4405, 0.617, 0.463
Si, 2.0552, 5.6938, 0.6076, -0.0802, -0.1887, 0.1602
Si, 5.8173, -1.5247, 0.56, -0.0761, -0.2784, 0.6336
Si, 5.637, 3.485, 1.7143, 0.4822, 0.3273, -0.0577
Si, 5.8309, 6.8326, 0.4132, 0.1045, -0.0894, 0.002
Si, 9.4989, 0.0519, 1.1909, 0.1339, 0.1256, 0.2419
Si, 8.9123, 3.7459, 1.4655, -0.3109, -0.04, 0.3927
Si, 9.8447, 7.1836, 0.6743, -0.3444, -0.2041, 0.3557
Si, 2.1112, 1.6925, 2.98, 0.1474, 0.3357, -0.1201
Si, 1.8701, 6.5938, 2.7828, 0.021, -0.0903, -0.0523
Si, 1.8424, 9.1017, 2.8614, -0.0113, -0.3521, -0.0025
Si, 5.6289, 1.4974, 3.1129, -0.1809, -0.1839, -0.1392
Si, 5.6508, 5.6908, 2.5824, -0.1344, 0.1369, 0.1067
Si, 5.6446, 10.5669, 2.8518, -0.0678, -0.0106, -0.0637
Si, 9.5358, 1.8339, 2.6793, 0.0548, 0.1085, -0.0212
Si, 9.5503, 5.7239, 2.5482, -0.0968, 0.2117, -0.187
Si, 9.6377, 9.7671, 2.639, -0.1467, -0.6038, -0.6007
Si, -0.0317, 1.8663, 4.0035, 0.0985, -0.0992, -0.1297
Si, -0.0574, 5.788, 3.953, 0.057, -0.0577, 0.0094
Si, -0.0695, 9.6195, 4.1662, 0.0595, 0.0237, 0.0436
Si, 3.8037, 1.856, 4.5067, 0.1812, -0.1449, 0.261
Si, 3.7858, 5.9867, 4.0341, 0.0187, -0.2356, 0.0286
Si, 3.7912, 9.706, 4.1438, 0.0679, 0.0246, -0.1201
Si, 7.6875, 1.8085, 4.1736, 0.0773, 0.2646, 0.344
Si, 7.6302, 5.8748, 3.9031, 0.0025, -0.0603, -0.0029
Si, 7.6205, 9.6522, 3.946, -0.0317, 0.0997, -0.1024
Si, -0.0272, 0.0722, 5.5289, -0.0354, -0.1446, -0.0258
Si, -0.041, 3.8004, 5.3592, 0.1812, 0.3046, 0.0283
Si, -0.0679, 7.6185, 5.4292, -0.0862, 0.008, 0.0799
Si, 3.7363, -0.1065, 5.7542, 0.0474, -0.1489, -0.0496
Si, 3.764, 3.996, 5.4162, 0.0254, 0.2141, 0.0031
Si, 3.9483, 7.7823, 5.5435, -0.2406, 0.1262, 0.0514
Si, 7.6739, -0.1637, 5.5271, 0.0713, -0.0923, -0.1897
Si, 7.6972, 3.9516, 5.2521, -0.0315, 0.1042, -0.221
Si, 7.654, 7.7238, 5.4039, 0.0006, -0.0259, -0.0724
Si, 1.823, -0.0155, 7.0612, -0.1635, 0.113, 0.0537
Si, 1.8617, 3.904, 6.8099, -0.0336, -0.1729, 0.0334
Si, 1.8825, 7.7495, 6.817, 0.0481, -0.1341, -0.1151
Si, 5.7579, -0.1751, 6.9614, -0.0333, -0.1985, 0.214
Si, 5.7997, 3.8864, 6.5978, 0.023, 0.1892, -0.2634
Si, 5.8441, 7.6175, 6.9215, 0.2005, 0.1395, 0.1273
Si, 9.5651, -0.0798, 6.8672, 0.0071, 0.1487, 0.2455
Si, 9.5266, 3.8554, 6.7305, 0.0031, -0.1017, -0.0455
Si, 9.6212, 7.6365, 6.832, 0.2003, -0.0065, 0.1805
Si, 2.1848, 2.0117, 8.2471, 0.2834, 0.3791, 0
Si, 1.9837, 5.8157, 8.1976, 0.1539, -0.1708, -0.1432
Si, 1.3741, 9.5491, 8.3093, 0.5646, 0.022, 0.1103
Si, 6.1762, 1.9742, 7.8564, -0.034, -0.0323, -0.059
Si, 5.8104, 5.6088, 8.1833, 0.1504, -0.1029, 0.0511
Si, 5.8855, 9.4203, 8.4296, 0.1364, 0.0318, 0.0314
Si, 8.6645, 1.9381, 7.8616, 0.1371, 0.0376, 0.2989
Si, 9.8391, 5.6645, 8.2346, -0.4616, 0.2251, 0.2212
Si, 10.1206, 9.5363, 8.1903, 0.0235, 0.0136, -0.0759
Si, 0.7811, 1.9843, 10.1263, -0.1074, -0.7071, -0.1383
Si, 0.1886, 5.8143, 9.6608, 0.1212, 0.6311, -0.0331
Si, 5.8955, 10.4507, 13.6938, 0.2288, -0.198, 0.2668
Si, 4.405, 2.7843, 9.3086, -0.1229, -0.5081, 0.3811
Si, 3.9013, 5.2014, 9.4354, 0.2176, 0.4065, 0.0816
Si, 4.0954, 9.4149, 10.1456, 0.12, 0.4772, 0.0272
Si, 9.2091, 1.6417, 10.085, 0.1188, 0.1725, -0.6165
Si, 7.2693, 5.4069, 10.0913, -0.0397, 0.4753, 0.1542
Si, 8.0828, 9.494, 9.5206, -0.2692, -0.0841, 0.2796
Si, 3.3708, 3.1504, 12.6156, 0.4197, -0.0899, 0.047
Si, 0.8076, 4.0799, 11.1365, -0.2603, -0.2286, 0.7105
Si, -0.8478, 7.9665, 11.6621, -0.3978, -0.1624, 0.414
Si, 5.7437, 0.01, 11.617, -0.5225, -0.0328, -0.2884
Si, 5.327, 2.3504, 11.505, -0.16, 0.1464, -0.0302
Si, 3.7275, 7.0269, 12.1551, -0.0284, -0.1978, -0.2852
Si, 7.9729, -0.1546, 10.8149, -0.1207, 0.1371, -0.0281
Si, 7.472, 3.6135, 11.7424, 0.3285, -0.1879, -0.576
Si, 7.7602, 7.9699, 11.4193, -0.4722, 0.0094, 0.083
Si, 1.0055, -8.0403, 16.4612, -0.4213, -0.0558, -0.2876
Si, -0.1941, 2.9161, 13.6906, -0.1496, -0.1143, -0.0674
Si, 2.4338, -1.1984, 17.2583, 0.2344, 0.2304, -0.4203
Si, 3.7639, 5.0765, 16.8389, 0.1458, 0.4084, 0.7785
Si, 7.6835, 9.044, 14.3672, -0.1543, 0.1777, -0.0674
Si, 9.6287, -0.9567, 12.3804, 0.0738, -0.3463, 0.2802
Si, 13.5035, 1.3061, 12.6598, -0.2911, -0.3224, -0.1966
Si, 12.5194, 8.0772, 16.8331, 0.5551, -0.5108, 0.0131
Si, 0.1015, -1.3663, 17.6659, -0.1914, 0.2408, -0.5574
Si, 8.3566, 3.6141, 14.0401, 0.2066, -0.2055, 0.4878
Si, 8.8523, 10.6674, 16.6859, -0.0443, 0.1257, -0.1525
Si, 7.4697, 6.0432, 15.361, 0.3882, 0.1487, -0.3936
Si, 1.2459, 7.8678, 13.8282, -0.1666, 0.1568, 0.1574
Si, 2.9547, 10.4612, 14.3825, 0.0493, 0.2463, 0.336
Si, 7.1053, 1.2126, 15.5561, -0.0107, -0.1281, -0.287
Si, -0.7653, 4.0578, 18.5414, -1.1248, 0.0816, -0.8573
Si, 4.5767, 5.312, 14.606, 0.0498, -0.112, -0.4229
Si, 6.5409, 1.533, 18.4142, -0.4065, 0.2279, 0.0004
O, 0.9395, -4.1955, -4.4152, 0.0445, 0.0455, 0.1253
O, 8.3684, -1.0201, -1.535, 0.0807, 0.1997, -0.0601
O, 2.4811, 0.412, 2.0332, -0.5475, -0.0947, -0.2539
O, -1.6799, 8.6443, 1.3923, 0.0511, 0.2055, 0.1469
O, 3.7288, 6.5175, -2.1525, -0.0249, -0.2688, -0.0841
O, -1.0746, -0.9556, -3.1895, 0.0431, -0.0124, 0.3551
O, 0.8355, 3.2874, -4.8815, 0.1042, 0.1032, 0.1823
O, 6.2395, -3.1241, 0.6808, -0.0149, 0.0302, -0.3343
O, 16.0775, 6.5415, -6.2693, -0.0676, -0.2796, 0.0933
O, 5.0629, 1.7607, -0.6563, 0.4176, 0.3491, -0.3034
O, 6.1656, 5.2113, -4.8793, -0.1484, 0.0533, 0.1404
O, 7.4987, 2.8448, -1.3661, -0.0369, 0.0955, 0.0388
O, 8.5212, 0.5753, -3.7411, -0.1094, -0.0872, 0.1638
O, 8.7431, 7.1461, -0.5696, -0.129, -0.0284, 0.1656
O, 12.729, 2.1291, -2.4013, -0.0873, 0.3334, 0.3604
O, 11.1337, 4.1772, -2.8526, 0.7533, -0.1175, 0.3532
O, 2.7755, 0.0865, 13.2945, -0.0111, -0.1142, 0.0879
O, -1.7548, 2.7937, 14.0623, -0.1009, 0.2234, -0.0782
O, -0.0063, 7.2765, 10.4677, 0.1135, -0.2266, -0.0942
O, -0.0971, 4.0464, 12.5223, 0.2633, 0.0433, -0.1451
O, 2.5739, 9.4217, 9.5185, -0.4586, -0.0466, -0.1998
O, 12.1213, -4.6113, 17.8906, -0.0275, -0.3559, 0.1054
O, 4.4617, -1.6585, 14.2613, 0.0021, 0.0332, -0.0664
O, 9.0037, -1.9729, 13.5232, -0.0468, 0.1953, -0.7253
O, 7.3562, 2.6755, 14.9355, 0.0529, 0.0147, -0.1058
O, -0.7196, 1.2827, 10.067, 0.2457, 0.4107, 0.2101
O, 8.857, 14.4455, 11.0589, -0.3959, -0.0368, 0.2905
O, 1.8318, 9.3628, 14.0275, 0.0805, 0.0454, -0.0413
O, 13.7537, -4.456, 12.7788, 0.0331, -0.0613, 0.0114
O, 4.14, 8.4783, 11.5118, -0.1651, -0.0591, -0.1573
O, 3.9581, 6.022, 10.8943, -0.1783, -0.3189, 0.0354
O, 8.6432, 5.0245, 14.84, -0.2803, -0.0309, 0.0532
O, 11.3466, 7.8042, 13.1244, 0.1334, 0.0069, -0.2807
O, 4.5258, 10.9083, 10.6667, 0.1491, -0.0697, 0.0917
O, 7.2661, 3.5225, 21.2142, -0.1828, -0.2607, 0.1841
O, -2.3271, -4.2607, 11.7575, 0.5158, 0.2912, -0.2156
O, 2.5193, -2.8105, 16.8213, -0.8613, -0.1402, 0.0912
O, 8.764, 5.7177, 9.4963, -0.2479, -0.3152, -0.1981
O, -4.1057, 6.3264, 16.9639, -0.0335, -0.0625, 0.4113
O, 7.5745, 7.4249, 14.5049, -0.0471, -0.3321, 0.4066
O, 6.1501, 1.2335, 16.8618, 0.1444, 0.0454, 0.056
O, 13.9772, 14.5713, 21.8346, -0.3356, -0.3313, -0.27
O, 10.5462, 9.5816, 11.4094, 0.202, -0.0741, 0.2281
O, 4.6387, 4.1625, 17.9512, -0.1768, -0.1348, -0.209
O, 13.278, 0.9957, 11.0593, -0.0915, 0.1487, 0.248
O, 14.3198, -0.4013, 15.8635, 0.1836, -0.2507, -0.2936
O, 13.9331, 15.6234, 11.6485, -0.0523, 0.4101, -0.0043
O, 3.2009, -3.1054, 19.416, 0.3205, -0.4795, 0.0985
O, -4.7537, 6.7357, 10.9712, 0.1656, -0.3477, -0.2306
O, 3.923, 3.9646, 13.9348, -0.1494, 0.5159, -0.0237
O, 2.2821, 4.4409, 16.7427, -0.1025, -0.0764, 0.1218
O, 0.4154, 1.4763, 13.2136, 0.1214, 0.1656, -0.1425
O, 6.378, 11.8205, 14.4654, -0.0348, 0.3217, 0.2646
O, -3.4981, -2.0204, 15.8983, 0.1484, -0.0468, 0.0307

Results
free energy: -36715.537 eV
free energy less fixed offsets of O -463.61, Si -117.95 eV per atom: -3.547 eV
pressure: -1.25 GPa
stress xx, yy, zz, yz, xz, xy (GPa, positive in tension): 1.58, 0.34, 1.81, -0.7, 0.68, 0.08
